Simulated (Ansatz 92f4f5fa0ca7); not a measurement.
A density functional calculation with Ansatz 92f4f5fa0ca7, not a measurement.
Periodic cell of 258 atoms, Si144O114, from a study of silicon, its oxide and their interface. The atomic structure is a simulated model.
This geometry differs little from another in the collection (a relaxation step or a small displacement).

Settings: functional r2SCAN; potential files Ansatz PAW; basis plane waves; wave-function cutoff 800 eV; density cutoff ratio 5; exchange-correlation grid ratio 1; k mesh 1 x 1 x 1, shifted by 0.5 0.5 0 of a step; self-consistency stop 1e-10 eV per atom in the density residual; occupations fixed; spin none; net charge 0.

Cell vectors (angstrom)
a 10.88 0 0
b 0 10.88 0
c 3.9149 -0.4319 35.8798

Atoms: element, x, y, z (angstrom)
Si 1.0569 1.6868 1.4174
Si 3.786 4.3756 1.6621
Si 1.6433 6.6072 1.5207
Si 2.7594 -2.7158 2.8578
Si -3.8365 1.0272 1.4706
Si -0.6999 3.4974 1.3596
Si 6.3794 7.1834 1.0767
Si -1.6311 -1.1536 1.5985
Si 2.6355 2.7221 2.8374
Si 5.4658 5.5902 2.6951
Si 4.2417 -1.4492 1.5794
Si 5.4967 -0.0137 2.8874
Si -2.6068 2.697 2.5989
Si 0.0498 5.334 2.6973
Si 8.0086 8.0985 2.6808
Si 0.0029 0.061 2.7816
Si 1.3421 4.0872 4.2257
Si 4.137 6.8351 4.1997
Si 1.3612 -1.3325 4.1075
Si 4.0718 1.3672 4.1226
Si 6.868 4.1198 3.936
Si 9.4691 6.7296 3.9692
Si 6.7937 9.4502 4.2066
Si -1.3771 1.375 4.1471
Si -0.0366 2.7198 5.5385
Si 2.7524 5.4526 5.4929
Si -0.0362 8.1315 5.3522
Si 2.7165 0.0047 5.4947
Si 5.4853 2.7704 5.3582
Si 8.1614 5.4173 5.4191
Si 5.438 8.1645 5.5939
Si 8.1713 -0.0198 5.474
Si 1.3541 1.354 6.8597
Si 4.1251 4.0741 6.7802
Si 1.3399 6.8219 6.7681
Si 4.0568 9.5382 6.8913
Si 6.7947 1.3833 6.7617
Si 9.4832 4.0901 6.8579
Si 6.8264 6.7618 6.8474
Si -1.3277 9.4985 6.7737
Si 2.7574 2.7393 8.1474
Si 5.4349 5.4075 8.186
Si 2.6656 8.1535 8.1922
Si 5.4518 0.0564 8.1639
Si 8.1205 2.7019 8.1904
Si 0.0203 5.4586 8.1503
Si -2.668 8.1586 8.1405
Si -0.0111 -0.0382 8.1864
Si 1.3937 4.0976 9.4954
Si 4.0287 6.7533 9.5157
Si 1.3344 9.511 9.5772
Si 4.0966 1.4066 9.5301
Si 6.7506 4.0402 9.5646
Si -1.3026 6.8302 9.5099
Si 6.8487 -1.3342 9.452
Si 9.5016 1.3359 9.53
Si 0.037 2.7175 10.8086
Si 2.6961 5.4055 10.9598
Si 0.0166 8.1354 10.9747
Si 2.7185 0.0516 10.8311
Si 5.3843 2.7241 10.9972
Si 8.1852 5.4463 10.7589
Si 5.4426 8.1791 10.7084
Si 8.1511 -0.0186 10.9167
Si 1.3799 1.392 12.2265
Si 3.9785 4.042 12.4181
Si 1.3705 6.7607 12.3676
Si 4.1185 -1.3371 12.0545
Si 6.7506 1.3027 12.2919
Si -1.3366 4.0989 12.0865
Si 6.797 6.8202 12.0193
Si -1.3575 9.5154 12.3037
Si 2.5794 2.6669 13.873
Si 5.4959 5.5062 13.4624
Si 2.8724 8.2123 13.4887
Si 5.3417 -0.0725 13.6104
Si -2.6565 2.707 13.4349
Si -0.1017 5.3813 13.6579
Si 8.0439 8.1509 13.5086
Si 0.0754 -0.0029 13.5982
Si 0.6005 3.5463 14.9856
Si 4.705 7.3228 14.6976
Si 1.8772 -0.9822 14.7756
Si 3.5526 0.761 14.9498
Si -3.5919 4.5092 14.5446
Si 1.8162 -2.0265 16.8783
Si 6.3747 -1.7838 14.8616
Si -0.966 1.757 14.736
Si -2.3186 8.0779 23.0345
Si 4.5396 2.9507 -7.9316
Si -1.6775 1.2468 16.8968
Si 0.0312 4.5973 -3.7075
Si 8.1633 5.1463 17.1635
Si -2.0362 6.3083 14.6623
Si -2.4137 4.3765 22.1589
Si -0.9867 -1.3943 18.0188
Si 5.809 -0.4316 25.9199
Si 5.9596 0.2218 -3.7804
Si 2.9576 0.942 -3.1232
Si -2.3541 3.1528 -8.2519
Si -2.1275 0.6358 25.6934
Si -0.8062 3.9823 17.6999
Si 2.5209 2.1321 23.0286
Si -1.744 0.0985 22.8987
Si 3.9685 6.732 16.7908
Si 0.9072 0.4179 -7.3887
Si 4.1052 -0.0639 17.8682
Si 4.1819 1.9682 20.2797
Si 2.2649 3.8797 -3.1179
Si 5.3905 5.8047 25.0397
Si 6.5924 6.2774 -1.2481
Si 5.873 7.8924 -3.842
Si 5.6202 -2.4831 23.5404
Si 2.198 0.2574 -0.1862
Si 1.1239 -0.558 22.5815
Si 0.2952 -2.267 -0.5005
Si 4.4768 3.9984 -1.17
Si 3.3668 -2.1316 21.6244
Si 5.744 7.5169 -6.8206
Si 5.186 2.8817 24.5136
Si 0.7294 4.5966 22.5439
Si 2.7335 7.6299 -6.5074
Si 7.6125 6.2727 19.7855
Si 2.1934 3.1639 -8.2164
Si 0.5119 7.5031 -3.243
Si -2.5213 5.6872 24.873
Si -1.8518 -2.028 -9.6357
Si 1.5819 -1.1302 -4.9153
Si 6.5831 1.9074 -1.4058
Si 3.0575 6.4533 -3.9489
Si 7.0362 -0.8457 16.9747
Si 6.4498 -0.9468 -8.4404
Si 0.9644 5.3572 19.7725
Si 3.7401 4.7683 18.8021
Si 0.0331 4.6047 -6.8153
Si 4.9634 7.3086 19.4827
Si 0.2362 7.1172 -8.2123
Si 6.2921 5.2099 -8.6033
Si 1.5777 7.4285 23.4919
Si -0.8281 7.7464 20.2377
Si -0.9327 0.8067 -9.458
Si 6.6464 1.4097 -6.5791
Si 6.8276 1.8243 22.0555
Si -2.0066 4.0191 -1.4369
O -0.8095 4.3106 22.1527
O -1.0498 -1.9489 0.3053
O 4.1115 5.1529 17.2494
O 3.9629 0.9037 16.5532
O -2.5669 -1.6866 17.6282
O -1.377 7.792 21.7513
O 4.3486 7.3698 -3.7798
O 6.7266 0.685 -2.439
O 6.2611 1.3981 0.0878
O -1.3988 5.1446 25.8798
O -0.7911 -2.5477 -8.5241
O -0.7122 0.1272 17.5789
O 1.5082 4.7347 21.1472
O -0.0918 4.1484 -5.2681
O 3.4537 -0.4848 0.5241
O 5.6387 -0.6795 17.8348
O 8.1884 -0.0536 1.0116
O 1.7621 -0.5186 -8.4227
O 5.6473 1.7412 20.9538
O 2.0116 7.002 -2.83
O 3.3346 4.8635 -3.8843
O -1.9564 2.0714 -9.4306
O 7.6677 0.6718 16.8331
O 2.8036 -1.7998 -5.7585
O 3.1069 2.0785 21.5009
O 2.7325 5.4807 1.028
O 7.2484 5.3515 18.5053
O 6.974 8.0569 22.7211
O -0.3317 0.0093 22.09
O -0.1873 8.147 -1.9574
O 6.7211 0.867 -5.0592
O -0.7651 -1.6442 19.6152
O 6.4899 7.4168 19.9841
O -1.8875 6.9531 19.3296
O 8.0459 4.6323 23.6924
O 0.2529 -2.2305 17.3501
O 6.3754 7.4246 -5.3216
O 7.6401 4.3568 -8.8922
O 7.8257 3.0119 21.6443
O -0.3753 6.1564 -7.0603
O 3.9165 0.7332 19.265
O 4.8681 7.5433 17.8902
O 4.0819 3.2885 19.329
O 6.9252 5.9462 25.586
O 5.3834 2.8779 -1.9151
O 5.2483 4.382 -7.6828
O 7.8557 5.5091 21.182
O 2.8684 -1.1393 17.7922
O 6.6277 6.5502 -7.7647
O 1.5958 1.8684 -7.4461
O 5.1961 4.4629 24.1775
O 0.547 -2.2632 -4.4146
O 7.8959 5.3099 -1.3797
O 2.9115 3.9309 -1.6127
O 1.7231 3.2538 -9.79
O 2.0889 -0.311 -3.6374
O -2.2601 6.4901 16.3165
O -0.621 0.5213 -7.8922
O -1.1293 3.9277 -2.7923
O 2.3549 -0.9459 25.7561
O 7.9881 2.6859 -1.3611
O 0.8375 -1.9735 23.3804
O 6.2105 2.0741 23.5392
O -0.9468 3.6905 -7.7015
O 2.3765 2.3541 -3.6701
O 4.4415 0.7512 -3.7034
O 0.8233 -0.1205 -5.8961
O 4.1852 7.0922 -6.9383
O 1.1714 -0.9195 -0.6262
O 4.4595 0.471 25.6874
O 2.1802 5.1691 18.7661
O 7.1466 0.4441 25.7577
O 4.0185 -2.4909 20.2071
O 4.5684 -1.6633 22.6222
O 2.2155 -0.9945 21.4415
O 2.4349 7.3335 16.8693
O 5.6727 -1.8415 -7.3553
O 0.7794 6.0199 23.3416
O 0.4275 3.9251 16.6041
O 0.5514 6.9083 20.0902
O -0.2949 6.1917 -3.6948
O 3.6925 2.3987 24.1071
O 1.8206 0.6921 23.3646
O 5.2483 -2.5032 0.8017
O 1.0988 7.396 0.1966
O 7.1784 4.2738 16.1838
O 7.5232 -1.9572 -9.0813
O 5.5117 -0.2741 -9.5717
O -1.6053 1.0372 24.2126
O 7.6935 2.5874 -6.9662
O 7.8146 0.5195 22.0494
O 5.9159 -1.632 24.8736
O 5.1878 2.3784 -9.3182
O -1.4772 2.506 17.8977
O 4.5107 3.6425 0.3967
O 5.0994 1.9111 -6.7913
O -1.9552 7.0473 24.2126
O -1.0042 4.0447 -0.1682
O 7.1143 0.2497 -7.6024
O 5.19 5.441 -1.4219
O 4.4876 5.7943 19.8156
O 5.0028 6.9988 24.0305
O 5.9655 -1.3851 -3.8124
O -2.0128 -1.3339 23.5693
O 2.2634 6.5951 -5.358
O 6.6514 7.2892 -2.5462
O 2.1672 7.4102 24.9943
O 1.4245 3.3216 23.2535
O 1.5482 4.4139 -7.3915
O 2.8341 0.9519 -1.5105
O 2.6888 7.4449 22.314
O -0.2589 4.507 19.1374
O 1.6611 7.6785 -7.6946
O 0.4931 6.2656 -9.5628

Results
free energy: -157128.431 eV
free energy less fixed offsets of O -570.45, Si -639.56 eV per atom: -0.491 eV

Forces (eV/angstrom), in the order of the atoms: element, x, y, z
Si -0.018 0.0181 0.0139
Si 0.0189 -0.0083 -0.0694
Si -0.0053 0.0212 -0.0678
Si 0.013 -0.0085 0.0115
Si -0.0082 -0.0088 -0.0884
Si -0.0005 0.0182 -0.0848
Si -0.0175 0.0159 -0.0329
Si 0.0075 -0.0116 -0.0686
Si -0.0054 -0.0003 0.0049
Si -0.0055 0.0127 0.013
Si -0.0029 0.0008 -0.063
Si 0.0054 -0.0091 0.0122
Si 0.0028 0.0029 0.0139
Si -0.0036 -0.0011 0.0135
Si -0.0063 0.0062 0.0059
Si -0.0033 0.0067 0.0057
Si -0.0032 -0.0007 -0.006
Si -0.0012 -0.0052 -0.0037
Si -0.003 0.0031 -0.0048
Si -0.0018 -0.0004 -0.0043
Si -0.0069 -0.0021 -0.0063
Si 0.0068 0.0042 -0.0026
Si 0.0074 0.0039 -0.0024
Si -0.0011 0.0037 -0.009
Si -0.0004 -0.0026 0.0005
Si -0.001 0.0101 0.0015
Si 0.0003 -0.0058 0
Si 0.0012 0.0011 -0.0057
Si 0.007 0.0036 -0.0021
Si -0.0007 -0.0031 -0.0013
Si -0.0012 -0.0001 0.0001
Si -0.0028 0.0034 0.0036
Si 0.0006 0.0036 -0.0042
Si -0.002 -0.0001 -0.0048
Si 0.0013 -0.0002 -0.0059
Si 0.0026 -0.0006 -0.0036
Si -0.0018 -0.002 -0.0058
Si 0.0016 0.0043 -0.0022
Si 0.0006 0 -0.0046
Si -0.0006 -0.0006 -0.0052
Si 0.0027 0.0037 -0.0031
Si -0.0024 -0.0027 -0.0047
Si -0.0019 -0.0018 -0.0056
Si 0.0055 0.0012 -0.0051
Si -0.0016 0.0002 -0.0043
Si 0.001 0.0027 -0.0031
Si 0.0022 0.003 -0.0039
Si -0.0023 -0.0017 -0.0043
Si 0.0018 -0.0027 -0.0031
Si 0.0026 0.0043 -0.0051
Si 0.0009 0.0009 -0.0058
Si -0.0016 0.0018 -0.0045
Si 0.0024 0.0057 -0.0069
Si -0.0009 0 -0.0049
Si -0.0016 -0.0015 -0.0042
Si 0.0004 0.0024 -0.0052
Si -0.0016 -0.0017 0.0035
Si -0.0015 0.0009 0.0001
Si 0.0013 0.0017 0.0015
Si -0.0009 0.0005 0.0034
Si -0.001 -0.0034 -0.001
Si -0.0017 -0.0032 0.006
Si 0.0001 -0.0013 0.0044
Si 0.0008 -0.0025 -0.0021
Si 0.0023 0.0108 -0.0067
Si -0.0018 -0.0006 -0.0012
Si 0.0018 -0.0023 -0.0015
Si 0.0043 0.0031 -0.0063
Si 0.0044 0.0039 -0.0013
Si 0.004 0.0009 -0.0109
Si -0.0007 0.0037 -0.0101
Si -0.0008 0.0033 -0.0028
Si 0.0041 -0.0001 0.0081
Si -0.0069 0.0026 0.0136
Si 0.0008 -0.005 0.0087
Si 0.0006 0.0035 0.0022
Si -0.0088 -0.0064 0.0052
Si 0.0047 0.0027 0.0039
Si 0.0064 0.009 0.0056
Si -0.0082 -0.0098 0.0078
Si 0.0079 -0.0115 -0.0854
Si -0.0128 -0.0106 0.0135
Si 0.004 -0.0066 0.0281
Si -0.0234 0.0039 -0.075
Si 0.0083 -0.0015 -0.0754
Si 0.0209 0.0438 -0.0842
Si 0.0015 0.0063 0.0162
Si -0.0026 -0.0058 0.017
Si -0.0128 0.0028 0.0518
Si 0.0066 -0.0182 0.0261
Si 0.0163 0.0246 -0.0814
Si 0.014 -0.0046 -0.0124
Si 0.0097 0.0058 -0.0633
Si 0.005 -0.0115 -0.0555
Si 0.0053 -0.0101 0.0461
Si -0.0156 0.0027 -0.0536
Si -0.017 -0.0031 0.066
Si -0.0052 -0.0454 0.0055
Si 0.0079 -0.0012 -0.0018
Si 0.0052 -0.0049 0.063
Si 0.0177 0.0108 0.0839
Si 0.0116 -0.0394 -0.0657
Si 0.0072 0.0053 0.0764
Si 0.004 0.011 0.0625
Si 0.0048 0.047 -0.083
Si 0.0056 -0.0076 0.0888
Si 0.0096 -0.0247 -0.0849
Si 0.0035 -0.0146 -0.0053
Si -0.0123 -0.0042 -0.0122
Si -0.0115 0.0022 0.0739
Si 0.0301 -0.0009 -0.0984
Si -0.0047 -0.0186 -0.0071
Si 0.0021 0.0049 0.0666
Si 0.0358 -0.0077 -0.1089
Si -0.0085 0.005 0.0437
Si -0.0152 -0.0067 -0.1012
Si -0.0131 -0.0141 -0.0565
Si 0.0105 0.0102 0.0344
Si -0.0019 -0.0017 0.0707
Si 0.0062 0.0019 0.1
Si -0.0142 -0.0074 0.0511
Si -0.012 -0.0073 0.0817
Si -0.0201 -0.011 -0.0032
Si -0.0082 -0.0051 0.0339
Si 0.0111 -0.0036 -0.0067
Si 0.0091 -0.0169 0.0814
Si -0.0029 0.0134 0.083
Si 0.0049 -0.002 0.0537
Si 0.0113 -0.0032 -0.0764
Si -0.0224 -0.0195 0.0228
Si -0.017 -0.0265 -0.0658
Si -0.0074 0.0119 0.0786
Si -0.0167 0.0067 -0.0146
Si 0.0014 -0.0064 -0.0141
Si -0.0108 -0.0146 0.0885
Si 0.0086 0.0059 -0.0216
Si 0.0243 0.0029 0.0709
Si -0.0005 0.0028 0.0705
Si 0.0037 0.0017 0.0851
Si 0.0117 0.0128 -0.006
Si -0.0026 0.0179 0.0834
Si -0.0067 -0.0138 0.0919
Si 0.0025 -0.0054 0.0437
Si -0.0129 0.0057 -0.0764
O 0.0203 0.0021 0.0003
O -0.0319 0.0196 0.0741
O 0.0033 -0.0231 0.0247
O 0.0112 -0.001 0.1007
O 0.0306 -0.0028 0.0351
O 0.0144 -0.0059 -0.0158
O 0.0064 -0.0038 0.0161
O -0.0114 0.0085 0.021
O 0.0177 -0.0182 0.0993
O -0.018 0.0104 -0.0479
O -0.0141 0.0088 -0.0327
O 0.0054 -0.0193 0.0384
O 0.0144 -0.0001 -0.0114
O -0.0062 0.0116 -0.033
O 0.0237 -0.0146 0.0542
O -0.022 0.0047 0.0399
O -0.0079 0.0122 0.0356
O 0.0037 0.0007 -0.0504
O -0.0086 0.0005 -0.0254
O 0.0062 -0.0003 -0.0035
O 0.0027 -0.0108 0.0192
O 0.0062 -0.0086 -0.0281
O 0.0002 0.0031 0.026
O 0.0003 -0.0072 -0.0307
O 0.0018 0.005 -0.0226
O -0.004 0.007 0.024
O -0.016 0.019 0.0434
O 0.019 0.0024 -0.0221
O 0.0071 0.0011 -0.0228
O 0.0111 0.0181 0.0453
O -0.0075 0.0054 -0.0266
O 0.0068 -0.0048 0.0209
O -0.0236 0.0108 -0.0021
O 0.016 0.0027 0.0008
O 0.0041 -0.009 -0.0383
O -0.0298 -0.0035 0.0314
O -0.0096 0.0042 -0.0211
O -0.0086 0.012 -0.0272
O 0.0016 0.0016 -0.0135
O 0.0028 0.0141 -0.0381
O -0.0041 0.0193 0.0339
O 0.0086 -0.011 0.0381
O -0.0026 0.0066 0.0049
O 0.0015 0.0057 -0.0287
O -0.0023 0.0085 0.0283
O 0.0081 0.0108 -0.023
O -0.0039 0.0102 -0.0219
O 0.0132 0.0109 0.0283
O 0.0062 -0.0155 -0.0433
O -0.0044 0.0007 -0.0279
O -0.001 -0.0023 -0.0319
O 0.0028 0.0024 -0.009
O -0.0119 0.0243 0.0355
O 0.0193 0.0037 0.0116
O -0.0009 -0.0032 -0.0608
O -0.0038 -0.0058 -0.0055
O -0.0046 -0.0069 0.09
O -0.0099 0.0037 -0.0445
O -0.0113 0.0059 0.022
O 0.0105 -0.0132 -0.0283
O 0.0001 -0.007 0.0292
O -0.0041 0.0065 -0.0304
O 0.0086 -0.0009 -0.0315
O -0.015 -0.0152 -0.0259
O -0.0067 -0.0015 -0.0039
O 0.0021 -0.0002 0.0106
O -0.0077 0.0128 -0.046
O 0.0065 -0.0106 -0.0145
O 0.0049 0.0171 0.0319
O 0.005 -0.0059 -0.0313
O 0.0038 -0.0027 0.0098
O 0.0093 0.007 -0.036
O -0.0096 0.0006 0.0018
O -0.0219 -0.0005 -0.0309
O 0.0082 -0.002 -0.0179
O 0.0031 -0.0229 0.042
O 0.0049 0.0193 -0.0328
O -0.0028 -0.0119 -0.0267
O -0.0224 0.0151 0.1049
O -0.0119 -0.0077 -0.005
O -0.0043 -0.0035 0.0044
O -0.0206 -0.0103 -0.0404
O -0.0028 -0.0025 -0.0262
O 0.0008 0.0011 0.0461
O 0.0269 -0.0389 0.0625
O 0.0066 -0.0139 0.0796
O 0.0282 -0.0204 -0.033
O -0.0113 0.0076 -0.0326
O 0.0036 -0.0097 -0.0515
O 0.0085 0.0065 -0.0321
O -0.0087 0.0025 -0.0159
O -0.0004 -0.0265 -0.0466
O -0.0009 -0.0053 -0.0299
O -0.0028 0.0339 0.0256
O -0.0228 0.018 0.0813
O -0.0139 0.0188 -0.0487
O 0.007 0.0218 -0.0378
O 0.0282 -0.0118 0.1062
O -0.0021 -0.0301 -0.0407
O 0.0019 0.025 0.0301
O -0.0046 0.0057 0.0068
O -0.005 0.0083 -0.0382
O 0.0048 -0.053 -0.0196
O -0.0035 -0.0149 -0.0277
O -0.001 0.009 -0.043
O -0.0035 -0.026 0.0575
O -0.0106 -0.0073 -0.0534
O -0.0076 0.0105 -0.026
O 0.016 -0.008 -0.0319
O -0.0224 -0.0219 0.0967
O 0.007 -0.0014 -0.023
O 0.0212 0.0251 0.0417
O -0.0301 -0.0082 -0.0475
O 0.008 0.0073 -0.0522

The program warned: the cutoff lies below the one the program advises for these potential files; the forces do not sum to zero within the program's tolerance; empty levels may hold ghost states of the PAW files; the exchange-correlation potential is rough where the density is thin.
